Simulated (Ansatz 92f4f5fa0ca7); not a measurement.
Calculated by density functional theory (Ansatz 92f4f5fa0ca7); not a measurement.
Periodic cell of 224 atoms, Si132O88As1H3, from a study of silicon, its oxide and their interface. The atomic structure is a simulated model.
Doubt: the cutoff is far below the 930 eV that the study's wrapper takes by default for these files, so forces and energies are approximate.
This geometry differs little from another in the collection (a relaxation step or a small displacement).

Settings: functional PBE; potential files Ansatz PAW; basis plane waves; wave-function cutoff 580 eV; density cutoff ratio 5; exchange-correlation grid ratio 1; k mesh 1 x 1 x 1, Gamma-centred; self-consistency stop 5e-08 eV per atom in the density residual; occupations fixed; spin none; net charge 0.

Cell vectors (angstrom)
a, 10.938, 0, 0
b, 0, 10.938, 0
c, 0, 0, 31.948

Atoms and the computed forces on them: element, x, y, z (angstrom), force x, y, z (eV/angstrom)
Si, 0.2998, 10.5456, 24.3988, 0.0002, 0.0031, 0
Si, 5.228, 0.146, 24.5303, -0.0014, -0.0022, 0
Si, 2.978, 2.345, 24.529, -0.0027, -0.0008, -0.0003
Si, 7.9389, 2.926, 24.5027, 0.0016, 0.0024, -0.0004
Si, 10.6307, 5.4236, 24.4475, 0, -0.0003, -0.0009
Si, 5.7713, 5.2061, 24.4402, 0.0002, 0.0024, 0.0018
Si, 2.5936, 8.3581, 24.539, 0.001, 0.0004, -0.001
Si, 8.5287, 7.7791, 24.423, -0.0014, -0.0018, 0.0011
Si, 1.364, 1.2285, 25.8067, 0.0005, -0.0014, 0.0024
Si, 6.8229, 1.3172, 25.8026, -0.0001, 0, 0.0007
Si, 4.1434, 4.0275, 25.7264, 0.002, 0.0009, -0.0004
Si, 9.4818, 4.025, 25.9099, -0.0009, 0.0002, 0.0028
Si, 1.3669, 6.677, 25.67, 0.0002, 0.0001, 0.0008
Si, 6.9042, 6.7534, 25.8093, 0.001, -0.0006, 0.0003
Si, 4.0924, 9.5355, 25.9015, 0.0004, 0.0012, 0.0019
Si, 9.6135, 9.4427, 25.7129, 0.0011, 0.0001, -0.0001
Si, 2.7229, -0.0511, 27.259, -0.0026, -0.0003, 0.0087
Si, 8.2437, -0.0795, 27.0873, -0.0001, -0.0011, -0.0062
Si, 0.0074, 2.6517, 27.1429, -0.0018, -0.0036, -0.0051
Si, 5.4731, 2.6925, 27.1885, -0.0015, 0, 0.0058
Si, 2.7586, 5.3935, 27.0875, -0.002, -0.0018, -0.0054
Si, 8.1908, 5.4283, 27.2754, -0.0005, 0.0005, 0.0092
Si, 0.0434, 8.0997, 27.1173, -0.003, -0.0023, 0.0019
Si, 5.5168, 8.1454, 27.1503, 0.0009, 0.001, -0.005
Si, 4.0956, 1.3533, 28.5661, -0.0014, -0.006, -0.0095
Si, 9.5753, 1.3007, 28.5061, -0.0025, 0.0089, 0.0044
Si, 1.376, 4.0596, 28.4904, -0.0039, 0.0046, 0.0063
Si, 6.8159, 4.0559, 28.5849, 0.0039, 0.0039, -0.0107
Si, 4.1067, 6.7867, 28.4901, -0.0024, 0.0056, 0.0066
Si, 9.598, 6.8147, 28.5519, -0.0064, -0.0038, -0.0074
Si, 1.3573, 9.4864, 28.5474, 0.0034, 0.0112, -0.0077
Si, 6.8644, 9.5412, 28.5071, -0.0071, 0.0025, 0.0045
Si, 0.0093, -0.0356, 29.8937, 0.0055, -0.004, 0
Si, 5.4886, -0.018, 29.8899, 0.0018, 0, 0.0007
Si, 2.7334, 2.734, 29.9039, 0.0014, -0.0002, 0.0011
Si, 8.223, 2.6972, 29.8966, 0.0026, -0.0036, 0.0008
Si, 0.026, 5.4428, 29.8901, 0.0036, -0.0015, 0.0004
Si, 5.4615, 5.4569, 29.9066, 0.0031, -0.0012, 0.0008
Si, 2.7578, 8.1657, 29.8939, 0.0026, -0.0044, 0.0019
Si, 8.2232, 8.193, 29.8987, 0.0043, -0.0036, 0.0001
Si, 1.3673, 1.3673, 31.2643, -0.0242, -0.1054, -0.0512
Si, 6.8362, 1.3673, 31.2643, 0.064, -0.154, 0.0006
Si, 4.1018, 4.1018, 31.2643, -0.1065, -0.0172, 0.129
Si, 9.5708, 4.1018, 31.2643, 0.1428, -0.11, -0.1242
Si, 1.3673, 6.8362, 31.2643, 0.0994, -0.1878, -0.0303
Si, 6.8362, 6.8362, 31.2643, 0.0286, 0.0046, -0.0466
Si, 4.1018, 9.5708, 31.2643, 0.1157, -0.0929, -0.1259
Si, 9.5708, 9.5708, 31.2643, 0.0079, -0.0059, 0.1211
Si, 2.7345, 0, 0.6835, 0.0736, 0.1143, 0.0198
Si, 8.2035, 0, 0.6835, -0.1418, 0.0862, 0.0407
Si, 0, 2.7345, 0.6835, -0.1116, 0.1954, -0.0127
Si, 5.469, 2.7345, 0.6835, -0.03, -0.0118, -0.0456
Si, 2.7345, 5.469, 0.6835, -0.0676, 0.1437, 0.131
Si, 8.2035, 5.469, 0.6835, -0.022, 0.0235, 0.0954
Si, 0, 8.2035, 0.6835, 0.0343, -0.0917, -0.0926
Si, 5.469, 8.2035, 0.6835, -0.0507, 0.1968, 0.0393
Si, 4.1033, 1.3859, 2.0634, -0.003, 0.0011, 0.0035
Si, 9.5369, 1.4104, 2.0358, -0.008, 0.0009, -0.0081
Si, 1.3457, 4.1307, 2.0575, -0.0041, 0.0024, 0.0009
Si, 6.8138, 4.1134, 2.0524, -0.0001, 0.0046, -0.005
Si, 4.0996, 6.861, 2.0556, 0.0002, -0.0016, -0.0047
Si, 9.5638, 6.857, 2.0566, -0.005, 0.0005, 0.0035
Si, 1.3788, 9.5612, 2.0311, 0.0027, -0.0002, -0.0054
Si, 6.8126, 9.6003, 2.0638, 0.0007, 0.0019, 0.0023
Si, -0.0069, 0.025, 3.3073, 0.0007, 0.0061, 0.0202
Si, 5.4673, 0.0481, 3.478, 0.0044, -0.0026, -0.0084
Si, 2.7462, 2.7938, 3.401, -0.0011, 0.0004, 0.0076
Si, 8.1608, 2.7647, 3.4454, 0.012, -0.0037, 0.0033
Si, -0.0123, 5.513, 3.4534, 0.0042, -0.0071, -0.0075
Si, 5.478, 5.5147, 3.4161, -0.0048, 0.003, 0.0049
Si, 2.7673, 8.2544, 3.4438, -0.0062, -0.0082, -0.0028
Si, 8.1946, 8.2439, 3.4071, -0.0073, -0.0016, 0.0104
Si, 1.3748, 1.3479, 4.6524, 0.0017, -0.0021, -0.0197
Si, 6.7963, 1.4461, 4.8883, -0.0028, 0.0009, -0.0011
Si, 4.0537, 4.2306, 4.7908, -0.0001, -0.0122, -0.0181
Si, 9.5099, 4.1505, 4.8023, -0.0048, 0.0016, -0.0084
Si, 1.3639, 6.9303, 4.7986, 0.0026, 0.0017, 0.0048
Si, 6.8691, 6.8571, 4.7943, 0.0199, 0.0062, -0.0153
Si, 4.1245, 9.6161, 4.8691, 0.0059, 0.0041, 0.0082
Si, 9.5304, 9.7066, 4.7023, -0.0031, -0.0029, -0.0078
Si, 2.7238, 0.1112, 6.1579, -0.0008, 0.0041, 0.006
Si, 8.2097, 0.0622, 6.2179, 0.0029, -0.003, -0.0072
Si, -0.0338, 2.6737, 5.9626, -0.0075, -0.0049, -0.0053
Si, 5.4342, 2.9277, 6.1927, -0.006, 0.0058, 0.0098
Si, 2.7017, 5.6116, 6.2322, -0.0098, 0.012, -0.0109
Si, 8.2172, 5.5404, 6.2583, -0.0069, 0.0114, 0.0106
Si, -0.0045, 8.3987, 6.0354, 0.001, 0.0051, 0.0033
Si, 5.5373, 8.2214, 6.1942, -0.007, 0.0065, -0.008
Si, 3.7417, 1.833, 7.4412, 0.0161, -0.0084, -0.005
Si, 9.8232, 1.236, 7.5072, 0.0027, -0.0037, 0.0179
Si, 1.4114, 3.9163, 7.252, 0.0041, 0.0007, 0.0303
As, 6.6808, 4.3353, 7.7934, 0.0113, -0.0097, 0.0161
Si, 4.3401, 6.7387, 7.591, 0.0022, -0.0047, 0.032
Si, 9.5195, 7.2124, 7.4447, -0.0052, -0.0072, -0.0137
Si, 1.1103, 9.9247, 7.4717, 0.0025, -0.0166, 0.0063
Si, 7.1797, 9.3133, 7.5137, 0.0047, -0.0029, 0.0023
O, 9.6204, 6.6195, 23.8969, 0.0009, -0.0003, -0.0018
O, 4.1122, 1.255, 24.0062, 0.0017, -0.0015, -0.0013
O, 8.3421, 8.2231, 8.0438, -0.0079, 0.0109, 0.0074
O, 2.5686, 2.9167, 7.8757, -0.0089, 0.0004, -0.0096
O, 6.8538, 4.0617, 23.9345, 0.0013, -0.0023, -0.0019
O, 1.4614, 9.4361, 24.0131, 0.0017, -0.0011, -0.0007
O, 5.3919, 5.6062, 8.1766, -0.0081, 0.0063, -0.0118
O, -0.0094, 0.0957, 7.9959, 0.0002, 0.0083, -0.0078
H, 6.5645, 9.8875, 8.7447, -0.0001, 0.0007, 0.0006
O, 10.643, 6.8367, 8.6293, 0.0053, -0.0022, 0.0037
O, 1.713, 9.2454, 8.8468, 0.0007, 0.0015, -0.0026
O, 4.2477, 1.3098, 8.9001, -0.002, 0.002, 0.0008
O, 0.3358, 4.2835, 8.4542, 0.0042, -0.0036, -0.0114
O, 9.2407, 1.9938, 8.874, 0.0013, -0.0023, -0.0069
O, 3.7411, 7.5356, 8.9217, 0.0047, -0.0049, -0.0194
H, 7.9414, 8.3487, 23.1786, 0.0001, 0.0002, 0
H, 8.6009, 2.3297, 23.3045, -0.0006, -0.0003, 0
O, 5.2594, 5.9728, 23.0696, -0.0002, -0.0001, -0.0013
O, 2.2377, 2.8448, 23.1539, 0.0003, -0.0001, -0.0003
O, 10.6847, 0.1179, 22.9238, 0.0002, -0.0009, -0.0003
O, 0.0422, 4.3873, 23.1937, -0.0009, 0.0006, 0.0002
O, 3.4408, 7.9139, 23.2058, -0.0008, 0.0007, 0.0002
O, 5.9089, 10.39, 23.1968, -0.0004, 0.0014, 0.0007
Si, 9.5672, 9.3195, 14.9794, -0.0001, 0.0007, -0.0015
Si, 2.4447, 4.967, 11.5982, 0.0013, -0.0007, 0.0006
Si, 0.847, 0.7022, 14.6908, -0.0011, -0.0006, -0.0001
Si, 10.046, 9.9364, 18.8595, -0.0002, 0.0006, -0.0009
Si, 6.8198, 0.3974, 11.6579, -0.0001, 0.0007, 0.0027
Si, 9.5656, 7.1921, 12.7056, -0.0005, -0.0003, 0.0006
Si, 2.0435, 9.2085, 17.9478, 0.0005, 0.0005, -0.002
Si, 2.9638, 8.7128, 9.7493, -0.0045, 0.0005, 0.0009
Si, 4.1773, 2.5041, 16.8503, 0.0004, 0.0006, -0.0011
Si, 4.5078, 7.1587, 22.2409, 0.0002, -0.0009, 0.0006
Si, 10.8719, 5.3497, 16.7569, -0.0004, -0.0002, -0.0009
Si, 2.6163, 6.3749, 17.8761, 0.0005, -0.0005, -0.0009
Si, 0.9711, 2.5613, 17.256, 0, -0.0001, -0.0012
Si, 5.7365, 6.606, 16.9689, -0.0023, -0.002, -0.0033
Si, 8.5927, 4.7278, 11.4756, -0.0019, -0.0001, 0.0002
Si, 10.9954, 5.4953, 9.5034, -0.0027, 0.004, 0.0057
Si, 3.0994, 0.1161, 20.1986, -0.0004, 0.0006, -0.0007
Si, 1.6337, 7.5766, 12.4584, 0.0001, 0.0003, -0.0008
Si, 5.7202, 9.8904, 21.6536, -0.0005, -0.0001, -0.0006
Si, 1.3595, 1.8984, 11.7588, 0.0005, -0.0001, 0.0016
Si, 0.2602, 0.5568, 21.4307, 0.0002, 0.0001, 0.0004
Si, 2.6925, 9.4488, 14.817, -0.0005, 0.0009, -0.0009
Si, 8.9398, 3.3116, 15.5528, 0.0007, 0.0002, -0.0013
Si, 1.0267, 3.464, 22.2634, 0.0008, -0.0009, 0.0007
Si, 9.35, 1.8641, 10.5136, -0.0014, 0.0023, 0.0039
Si, 5.5792, 8.784, 14.9944, 0.0007, -0.0019, -0.0008
Si, 6.8033, 8.3049, 12.2831, -0.0003, -0.0004, 0.0019
Si, 3.0427, 5.0691, 20.4934, -0.0005, -0.0008, 0.0001
Si, 9.4008, 1.639, 18.2345, 0.0004, 0, -0.0012
Si, 7.9447, 0.912, 14.4277, -0.0002, -0.0002, -0.0005
Si, 5.9575, 4.2986, 15.114, -0.0008, 0.0003, -0.0014
Si, 7.0063, 0.9177, 19.7772, -0.0001, 0.0006, -0.0008
Si, 5.5637, 5.4883, 12.108, -0.0002, -0.0008, 0.0013
Si, 4.6621, 2.7028, 19.7592, -0.0001, 0, -0.0008
Si, 4.0316, 0.6196, 10.3519, -0.0012, -0.0004, 0.0017
Si, 6.0427, 0.2809, 16.7769, -0.0002, 0.0008, -0.0011
Si, 8.7257, 7.6644, 17.595, 0.0001, 0.0002, -0.0015
O, 0.1174, 1.7653, 18.4313, -0.0004, 0.0003, -0.0002
O, 6.0154, 9.6805, 16.2783, -0.0002, -0.0002, -0.0011
O, 1.4797, 5.5381, 10.3584, -0.0005, -0.0008, -0.0026
O, 6.9487, 4.9108, 11.387, 0.0001, 0.0001, -0.0011
O, 3.3974, 1.6765, 19.8571, -0.0001, -0.0001, -0.0004
O, 7.1141, 7.2339, 17.6841, -0.0006, 0, 0
O, 6.9552, 1.0639, 13.149, -0.0003, 0.0001, -0.0015
O, 5.7001, 7.13, 11.9439, 0.0007, 0.0014, -0.001
O, 5.4172, 1.0418, 11.1176, -0.0006, 0.0001, -0.0008
O, 10.2659, 10.67, 20.3292, -0.0001, -0.0001, -0.0001
O, 8.9851, 8.7212, 16.374, -0.0003, 0.0001, 0.0008
O, 1.8747, 3.4614, 11.9144, -0.0005, -0.0003, -0.001
O, 0.5896, 1.8605, 15.8183, -0.0002, 0, -0.0001
O, 8.9029, 2.7154, 17.1017, 0, 0.0002, 0.0001
O, 8.8468, 3.1211, 11.4439, 0.001, -0.0016, -0.0012
O, 4.944, 3.0686, 18.1848, -0.0005, 0, 0.0005
O, 2.3612, 11.0386, 14.7466, 0.0001, -0.0004, -0.0001
O, 7.074, 1.0669, 15.7982, 0.0002, 0.0001, 0.0001
O, 9.5599, 5.2528, 10.2565, 0.0023, 0, -0.0025
O, 2.5886, 2.6233, 17.1822, 0.0001, 0.0003, 0.0002
O, 1.4522, 6.1053, 16.6646, 0, 0.0002, 0.0004
O, 2.1634, 7.7435, 18.6293, 0.0011, -0.0007, -0.0004
O, 5.9915, 2.0313, 20.4072, 0.0002, 0.0001, -0.0006
O, 9.1723, 8.5339, 18.9356, -0.0002, 0.0002, -0.0003
O, 3.6223, 6.4895, 21.0432, -0.0003, 0.0002, -0.0005
O, 0.7998, 1.3578, 13.2, -0.0002, 0.0006, -0.0012
O, 2.1531, 6.0501, 12.8064, -0.0002, 0, -0.0005
O, 8.422, 1.7501, 19.5634, 0, -0.0001, -0.0004
O, 1.8244, 8.4999, 13.7962, -0.0006, -0.0003, -0.0004
O, 2.6579, 1.0862, 11.1457, -0.0003, 0.0004, -0.0008
O, 9.2407, 10.9851, 17.8707, -0.0002, -0.0001, 0
O, 6.9722, 10.541, 20.7824, 0, 0.0001, -0.0003
O, 9.1776, 2.0046, 14.5445, 0.0001, -0.0002, -0.0005
O, 10.9989, 7.4776, 11.9822, -0.0004, 0, -0.0002
O, 6.731, 8.577, 13.8856, -0.0026, -0.0013, -0.0004
O, 6.4704, 0.3662, 18.3353, 0, 0, 0
O, 0.3833, 4.0388, 17.5933, -0.0004, 0.0003, -0.0001
O, 9.1808, 5.58, 12.7765, 0.001, 0.0011, -0.0001
O, 8.5401, 10.3523, 14.2697, -0.0002, 0.0011, 0
O, 8.2547, 0.6822, 10.8891, 0.0008, -0.0002, -0.0019
O, 2.4518, 8.1801, 11.1967, 0.0004, 0.0008, -0.0029
O, 4.2351, 9.3511, 14.3007, 0.0008, 0.0002, 0.0002
O, 6.5447, 9.7255, 11.5545, 0, -0.0001, -0.0005
O, 5.6077, 8.243, 21.6528, -0.0001, 0.0003, -0.0002
O, 9.7431, 7.9246, 14.148, 0.0002, -0.0003, -0.0009
O, 8.3247, 7.8602, 11.8803, -0.0003, 0.0004, -0.0004
O, 2.5183, 5.1742, 18.9568, -0.0001, 0.0013, 0.0008
O, 1.774, 0.0334, 21.1275, -0.0003, 0, -0.0005
O, 1.7192, 4.5281, 21.2555, 0.0003, 0.0008, -0.0005
O, 10.9636, 1.6838, 10.8117, 0, -0.0002, -0.0013
O, 10.0174, 4.5845, 15.5094, -0.0001, -0.0001, 0.0005
O, 4.2973, 4.0312, 20.6039, -0.0005, 0.0007, -0.0005
O, 5.5659, 5.0218, 13.6934, 0.0003, -0.0001, -0.0014
O, 0.5002, 9.6599, 18.0728, 0.0001, -0.0005, -0.0001
O, 4.2633, 6.527, 17.6937, 0.0008, -0.0009, -0.001
O, 3.9683, 9.9494, 10.0928, 0.0011, 0.0003, -0.0004
O, 2.5249, 9.015, 16.3914, -0.0003, 0.0011, 0.0004
O, 2.9557, 10.2723, 18.7702, -0.0001, 0.0002, -0.0004
O, 7.4768, 3.7321, 14.9445, 0.0001, -0.0002, 0.0003
O, 5.3146, 7.3223, 15.5836, 0.0001, 0.0013, 0.0037
O, 10.9005, 10.2826, 15.0454, -0.0004, 0.0003, -0.0004
O, 4.3192, 10.4172, 21.0351, 0.0004, -0.0001, -0.0002
O, 4.5556, 0.9313, 16.6349, -0.0002, -0.0001, 0
O, 4.7087, 3.2901, 15.5057, 0, 0.0001, 0
O, 9.7616, 6.3744, 17.4231, -0.0001, 0.0001, 0.0002
O, 0.2523, 2.2247, 21.4782, -0.0001, 0.0003, -0.0002
O, 6.1774, 5.1374, 16.491, 0.0007, 0.0046, -0.0012
O, 4.1152, 4.9907, 11.4308, -0.0016, 0.0003, -0.0005

Results
free energy: -138862.510 eV
free energy less fixed offsets of As -4856.12, H -15.97, O -568.88, Si -635.61 eV per atom: 3.480 eV

The program warned: the cutoff lies below the one the program advises for these potential files; the exchange-correlation potential is rough where the density is thin.
